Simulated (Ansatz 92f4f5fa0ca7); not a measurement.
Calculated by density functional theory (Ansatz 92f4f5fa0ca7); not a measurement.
Periodic cell of 215 atoms, Si133O82, from a study of silicon, its oxide and their interface. The atomic structure is a simulated model.
This geometry differs little from another in the collection (a relaxation step or a small displacement).

Settings
functional: r2SCAN
potential files: Ansatz PAW
basis: plane waves
wave-function cutoff: 800 eV
density cutoff ratio: 5
exchange-correlation grid ratio: 1
k mesh: 1 x 1 x 1, Gamma-centred
self-consistency stop: 5e-08 eV per atom in the density residual
occupations: fixed
spin: none
net charge: 0

Cell vectors (angstrom)
a	10.938	0	0
b	0	10.938	0
c	0	0	31.5432

Atoms and the computed forces on them: element, x, y, z (angstrom), force x, y, z (eV/angstrom)
Si	10.4284	0.5575	24.3118	0.0541	-0.0394	-0.0807
Si	6.0168	10.4997	24.1224	-0.005	0.0609	-0.0418
Si	2.1289	3.2279	24.0635	-0.0036	-0.0288	-0.0508
Si	8.689	2.2507	24.2635	-0.0722	0.0063	-0.0688
Si	0.4918	5.0422	24.1396	0.0159	0.0367	-0.0477
Si	5.0364	5.8879	24.1794	0.0262	-0.0118	-0.0546
Si	3.3685	7.6434	24.1387	-0.027	-0.0192	-0.0795
Si	7.8151	8.8136	23.9882	0.0252	-0.0299	-0.022
Si	1.3407	1.4516	25.4312	-0.0208	0.0086	0.0105
Si	6.8895	1.3174	25.4536	-0.0002	-0.0109	0.0089
Si	4.0291	4.0928	25.3233	-0.0108	0.0154	0.0051
Si	9.629	4.1063	25.3795	0.0148	-0.017	0.0023
Si	1.4682	6.8142	25.3535	-0.0075	-0.0065	0.0176
Si	6.8737	6.929	25.2576	-0.0075	-0.0049	0.0014
Si	4.1957	9.5342	25.3233	0.0092	-0.0191	0.006
Si	9.5336	9.6201	25.4146	-0.0227	0.0138	-0.0008
Si	2.7601	-0.0093	26.6878	-0.0034	0.0034	-0.0101
Si	8.2076	-0.0179	26.8523	0.0049	0.0109	0.0064
Si	-0.0098	2.7637	26.8326	0.004	-0.0055	-0.0004
Si	5.447	2.7312	26.7024	0.005	-0.0025	-0.0042
Si	2.7436	5.4449	26.7954	0.0094	0.0043	-0.0002
Si	8.2044	5.5022	26.6752	-0.0109	0.0051	0.0045
Si	0.02	8.1926	26.6937	0.0138	0.001	-0.0046
Si	5.5096	8.1956	26.7667	-0.0031	-0.0082	-0.0009
Si	4.1018	1.3673	28.1249	0.0086	-0.0884	-0.3791
Si	9.5708	1.3673	28.1249	0.0367	0.0572	0.5893
Si	1.3673	4.1018	28.1249	0.0123	0.1527	0.6133
Si	6.8362	4.1018	28.1249	-0.0736	0.1734	-0.6643
Si	4.1018	6.8362	28.1249	0.2339	-0.0764	0.0752
Si	9.5708	6.8362	28.1249	0.0821	-0.0015	-0.4883
Si	1.3673	9.5708	28.1249	0.0831	0.0265	-0.5528
Si	6.8362	9.5708	28.1249	-0.1069	-0.1925	0.6158
Si	0	0	29.4922	-0.0055	0.0972	0.0132
Si	5.469	0	29.4922	0.0013	-0.0391	0.0061
Si	2.7345	2.7345	29.4922	-0.0581	0.0134	-0.002
Si	8.2035	2.7345	29.4922	0.0582	-0.0501	0.0053
Si	0	5.469	29.4922	0.0575	-0.0165	0.0206
Si	5.469	5.469	29.4922	-0.0103	0.059	0.0136
Si	2.7345	8.2035	29.4922	0.0339	-0.0001	-0.0238
Si	8.2035	8.2035	29.4922	-0.0376	0.0458	0.0148
Si	1.3673	1.3673	30.8594	0.0534	-0.0205	0.0095
Si	6.8362	1.3673	30.8594	-0.0643	0.0067	-0.027
Si	4.1018	4.1018	30.8594	0.0274	-0.0438	-0.0014
Si	9.5708	4.1018	30.8594	-0.0281	0.0473	-0.0228
Si	1.3673	6.8362	30.8594	-0.0456	0.007	-0.0237
Si	6.8362	6.8362	30.8594	0.0451	-0.0534	0.009
Si	4.1018	9.5708	30.8594	0.0014	0.0533	-0.0222
Si	9.5708	9.5708	30.8594	0.0155	-0.0486	0.0013
Si	2.7345	0	0.6835	0.0142	-0.0345	0.0263
Si	8.2035	0	0.6835	-0.0053	0.0804	-0.0048
Si	0	2.7345	0.6835	-0.0636	0.0266	-0.0011
Si	5.469	2.7345	0.6835	0.0295	-0.015	0.0223
Si	2.7345	5.469	0.6835	-0.0316	0.052	-0.0051
Si	8.2035	5.469	0.6835	0.0376	-0.0363	0.0267
Si	0	8.2035	0.6835	0.0621	-0.0315	0.0244
Si	5.469	8.2035	0.6835	-0.0418	0.0116	-0.005
Si	4.1018	1.3673	2.0507	-0.031	0.0239	0.0081
Si	9.5708	1.3673	2.0507	-0.0011	-0.0874	-0.0299
Si	1.3673	4.1018	2.0507	0.0533	-0.0454	-0.0199
Si	6.8362	4.1018	2.0507	-0.0799	0.0031	0.016
Si	4.1018	6.8362	2.0507	0.0597	-0.0432	-0.0254
Si	9.5708	6.8362	2.0507	-0.0312	0.0318	-0.0189
Si	1.3673	9.5708	2.0507	-0.0198	0.0509	0.0212
Si	6.8362	9.5708	2.0507	0.0061	-0.0278	0.0073
Si	0	0	3.418	-0.2966	-0.0104	-0.4923
Si	5.469	0	3.418	0.0176	-0.0134	0.4774
Si	2.7345	2.7345	3.418	-0.1802	-0.0012	-0.4794
Si	8.2035	2.7345	3.418	0.0145	-0.2099	0.5219
Si	0	5.469	3.418	-0.0988	0.067	0.6565
Si	5.469	5.469	3.418	-0.044	0.1267	-0.6172
Si	2.7345	8.2035	3.418	0.0716	-0.0144	0.4579
Si	8.2035	8.2035	3.418	0.2371	-0.0687	-0.2432
Si	1.3148	1.3873	4.7212	0.0088	0.0477	0.0216
Si	6.8538	1.3283	4.8609	0.0121	0.0062	0.0032
Si	4.0834	4.1255	4.7076	-0.0249	0.0028	0.0091
Si	9.5525	4.0877	4.8564	-0.0025	-0.0126	0.0048
Si	1.3573	6.8687	4.8547	0.0202	-0.009	0.0135
Si	6.8434	6.8189	4.73	-0.0046	-0.0014	0.0072
Si	4.1054	9.5724	4.8445	-0.012	-0.0093	0.0115
Si	9.5832	9.5699	4.771	-0.0077	0.0016	-0.0003
Si	2.6322	0.0403	6.1098	0.0202	-0.0265	0.0126
Si	8.2307	-0.111	6.2604	-0.0053	-0.0032	-0.006
Si	-0.0146	2.6775	6.216	0.0284	-0.0023	0.0045
Si	5.4058	2.7663	6.0937	0.0072	-0.0148	-0.0087
Si	2.7517	5.4477	6.1585	0.0019	-0.0181	-0.0096
Si	8.1155	5.4474	6.1865	0.0166	0.0086	-0.0074
Si	0.0014	8.287	6.2406	-0.007	-0.0071	-0.0064
Si	5.5483	8.1673	6.1655	0.0108	-0.0076	0.0015
Si	3.5086	1.9204	7.1924	0.0406	-0.0471	0.302
Si	10.0244	0.8433	7.4806	-0.0416	0.0055	0.0393
Si	1.7995	3.6597	7.3838	0.0025	0.0381	0.0415
Si	6.2268	4.536	7.404	-0.0236	-0.0258	0.0548
Si	4.6413	6.3229	7.2904	-0.0135	0.0058	0.0624
Si	9.1575	7.2048	7.3449	0.0013	-0.0228	0.0336
Si	0.9032	10.1565	7.5324	0.0273	0.0206	0.0277
Si	7.3931	8.9136	7.5015	0.027	0.014	0.018
O	4.5592	6.622	8.9055	-0.0721	0.0328	0.0464
O	1.4629	4.0153	8.9669	0.0033	0.0532	0.0562
O	9.6992	6.5727	8.7677	0.0009	0.0219	0.12
O	1.3366	10.091	9.1452	0.0912	-0.0339	0.0901
O	6.1258	4.215	9.0327	0.0256	-0.0918	0.1083
O	3.7973	1.5087	8.7438	0.1416	-0.0525	0.3424
O	7.0936	9.0106	9.1318	-0.0511	0.1386	0.1715
O	9.6186	1.1004	9.062	-0.0717	0.0058	0.0808
O	8.2336	2.5097	22.7092	-0.0218	0.0226	-0.0576
O	11.0516	5.5241	22.6107	0.0042	0.0302	-0.074
O	5.6198	0.0842	22.6163	-0.0146	0.0487	-0.0882
O	5.2843	5.4094	22.6227	0.0379	0.0036	-0.0813
O	2.1604	2.79	22.4642	0.0303	-0.0519	-0.0602
O	3.2734	7.8209	22.4975	-0.0639	0.0405	-0.0503
O	8.3717	8.7109	22.4229	0.0475	0.0047	-0.0809
O	-0.1549	11.1938	22.745	0.0344	-0.0261	-0.0232
Si	2.1499	2.9854	12.9041	-0.0098	0.0078	0.0043
Si	8.6776	1.2852	10.3659	0.002	0.0396	-0.0358
Si	1.0766	4.5032	15.3704	0.0268	-0.0081	-0.0072
Si	7.5779	5.5578	12.224	0.0068	0.0451	0.0067
Si	2.4036	8.1637	21.1813	0.0314	-0.0001	0.0272
Si	5.4618	7.7603	12.5067	0.0315	0.0009	-0.0064
Si	9.2811	0.4492	15.4677	-0.0112	-0.0148	0.0322
Si	2.925	-0.0478	16.6688	0.0355	0.0286	0.0054
Si	10.4778	1.1668	12.5803	-0.0139	0.0013	-0.0162
Si	7.7369	2.8198	21.214	0.0331	0.0078	0.0007
Si	9.1225	8.7914	14.4384	-0.0041	-0.0075	0.0086
Si	1.5017	4.8127	10.3806	-0.0162	-0.0323	-0.0481
Si	4.4837	9.4699	19.1354	0.0196	-0.0062	0.0139
Si	11.0753	6.0836	21.0926	-0.0028	-0.0184	0.0346
Si	6.6154	10.4538	14.8569	0.0169	0.0218	0.0251
Si	5.3694	0.7253	21.1574	-0.0122	-0.0549	0.0094
Si	2.3539	9.8195	10.3955	-0.0217	-0.0521	-0.0252
Si	0.4237	10.6152	21.3724	-0.0168	-0.0103	0.028
Si	5.8262	5.2395	21.1194	-0.0201	0.0053	0.0234
Si	3.6681	7.1109	10.1432	0	-0.0329	-0.0164
Si	9.0686	5.6812	14.8422	-0.0297	-0.0108	0.0307
Si	3.6463	4.0736	19.09	-0.0019	-0.0203	0.0085
Si	10.0108	3.6554	19.3087	0.0064	-0.0237	0.0033
Si	4.2822	8.6658	15.3789	0.0009	0.0222	0.0398
Si	0.4663	1.9182	17.1571	-0.0446	-0.0013	0.0177
Si	6.7842	7.5153	19.2559	-0.0114	0.0184	0.0289
Si	5.2523	3.6303	16.7388	-0.011	0.0076	0.0018
Si	7.7811	5.018	17.5233	-0.0075	-0.0328	-0.0034
Si	6.7051	9.9024	10.4359	-0.1488	0.0744	-0.1224
Si	4.3737	1.0692	10.1727	0.0951	-0.1129	-0.4476
Si	-0.0293	9.1203	11.8769	-0.0293	-0.0024	-0.006
Si	9.0946	8.6013	20.9582	-0.0332	0.0101	0.025
Si	4.542	1.6647	14.5916	-0.0037	0.0035	0.0494
Si	2.4344	2.0699	21.0335	-0.0005	0.0196	0.0096
Si	6.323	3.337	10.385	0.0506	0.0251	-0.0545
Si	3.4365	5.9227	16.7409	0.0086	-0.0177	-0.0081
Si	9.8876	6.5605	10.3663	-0.0049	-0.0222	-0.0671
O	0.0829	2.6093	18.5774	-0.0329	0.0365	-0.0806
O	2.9595	9.6306	15.5974	0.1247	0.0211	0.0599
O	10.8354	4.7992	20.1269	-0.0497	-0.0031	0.0001
O	7.508	2.3192	9.9873	-0.0099	0.0065	0.0902
O	10.9526	5.3834	10.7754	0.026	0.0551	-0.053
O	6.6083	6.6808	12.8953	0.0053	-0.0037	-0.1166
O	10.3295	8.0784	10.7762	0.0279	0.0077	0.0801
O	7.6457	9.4444	14.0252	0.0415	0.0339	0.0952
O	8.4557	6.226	11.0387	0.0182	-0.0523	0.0927
O	5.3358	10.4803	20.0652	-0.0864	0.0186	0.0191
O	2.1563	3.7744	11.4681	-0.0443	0.0145	0.0294
O	7.9667	8.4986	19.7913	-0.0268	-0.094	0.032
O	6.1809	6.6998	20.5267	0.0316	-0.0473	-0.0804
O	5.4766	2.724	15.4137	-0.0926	-0.0192	0.0427
O	1.2879	0.9214	20.7096	0.0313	-0.0064	0.0748
O	6.1471	8.9888	11.6638	-0.0251	-0.0297	-0.0615
O	4.6141	4.9933	16.1312	-0.061	-0.0348	0.1243
O	6.5949	3.9175	17.6031	0	0.0888	-0.0762
O	10.592	10.7031	11.7677	0.0108	-0.021	0.0683
O	5.5736	0.5021	14.0211	0.0113	-0.0067	0.1123
O	8.0455	5.1381	15.9468	0.0766	0.0458	0.0239
O	9.712	9.8116	15.566	-0.1039	0.0567	-0.1364
O	-0.383	5.1423	15.15	-0.0163	-0.0148	-0.0034
O	1.5476	6.8401	20.759	-0.0465	0.037	0.0667
O	1.525	0.6536	17.18	0.0123	0.0511	-0.055
O	6.5667	1.7669	20.8006	-0.0028	0.0097	0.0867
O	0.9934	1.8363	12.8316	-0.029	0.0274	-0.0151
O	3.2446	5.4799	18.3199	0.0735	-0.0886	-0.0724
O	9.5239	2.0019	11.5668	0.0121	-0.1524	-0.0128
O	1.0312	3.1213	16.224	-0.0439	0.0242	-0.0171
O	8.6011	5.1073	13.4009	-0.0755	0.1248	0.0004
O	10.2444	8.6596	13.2736	-0.0237	0.0455	-0.0552
O	1.4493	9.3924	21.6243	-0.0104	0.0085	-0.0693
O	10.0659	9.8999	20.6363	0.0348	-0.0544	0.0798
O	3.1382	0.2432	10.89	0.1162	0.0086	-0.166
O	5.0164	2.4331	10.8311	0.0396	-0.1359	-0.1712
O	1.7468	4.1396	13.9532	-0.0424	-0.0741	0.0639
O	7.9985	10.8085	10.8525	-0.0834	0.0543	-0.0858
O	9.1131	4.4569	18.2288	-0.0389	-0.0133	0.0149
O	5.641	9.516	15.7863	-0.0366	0.0142	-0.1227
O	5.5548	-0.0104	9.9667	-0.1361	0.143	0.0743
O	3.5683	2.2969	13.4201	-0.038	0.0046	0.043
O	1.9954	5.645	16.0569	0.0419	-0.0869	-0.0107
O	9.7221	0.997	14.0009	0.0343	-0.0356	-0.0133
O	4.4352	6.9627	11.5488	0.0369	0.0957	-0.063
O	4.7235	4.4791	20.2219	0.0127	0.0155	-0.0321
O	9.9981	1.3346	16.5901	0.1028	-0.002	-0.0457
O	6.7217	4.3099	11.6286	0.0353	-0.0008	-0.0809
O	5.5923	8.4035	18.5946	0.0064	0.0029	0.1012
O	9.0397	2.7521	20.2498	-0.0418	0.0936	-0.0051
O	3.6182	1.1155	15.7971	0.0266	-0.0549	-0.0356
O	4.2264	3.0922	17.9046	0.0207	0.1338	0.0009
O	9.9165	7.2013	20.9198	0.0377	0.0224	0.0144
O	3.3868	8.6864	9.8717	-0.0772	-0.0158	0.0881
O	3.9455	7.4236	16.3814	-0.0166	-0.01	-0.0619
O	7.6548	0.49	15.6648	0.0168	-0.1173	-0.1169
O	8.9663	7.2925	14.9778	0.0205	-0.0154	-0.0626
O	3.9114	1.4187	21.1278	0.0136	-0.0005	-0.0024
O	1.59	9.1335	11.6753	-0.0771	0.0619	-0.1017
O	2.3576	6.1774	10.2206	0.0662	-0.0056	0.0219
O	7.3389	6.444	18.1648	-0.0133	-0.036	0.0359
O	7.1734	4.3386	21.1206	-0.0659	-0.062	0.002
O	4.6079	8.2262	13.8292	0.0572	-0.0035	-0.0025
O	3.3538	8.6391	19.9628	0.0218	0.045	0.0254
O	2.4911	3.2133	19.8584	0.093	-0.0085	0.0246
O	3.7334	10.3398	17.977	-0.0017	-0.0411	-0.0209

Results
free energy: -131839.277 eV
free energy less fixed offsets of O -570.45, Si -639.56 eV per atom: -0.897 eV

The program warned: the cutoff lies below the one the program advises for these potential files; the forces do not sum to zero within the program's tolerance; empty levels may hold ghost states of the PAW files; the exchange-correlation potential is rough where the density is thin.
